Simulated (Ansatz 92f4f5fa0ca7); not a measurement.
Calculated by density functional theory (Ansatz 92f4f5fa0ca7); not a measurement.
Periodic cell of 215 atoms, Si131O82As2, from a study of silicon, its oxide and their interface. The atomic structure is a simulated model.
Doubt: the cutoff is far below the 930 eV that the study's wrapper takes by default for these files, so forces and energies are approximate.

Settings: functional PBE; potential files Ansatz PAW; basis plane waves; wave-function cutoff 580 eV; density cutoff ratio 5; exchange-correlation grid ratio 1; k mesh 1 x 1 x 1, Gamma-centred; self-consistency stop 5e-08 eV per atom in the density residual; occupations fixed; spin none; net charge 0.

Cell vectors (angstrom)
a  10.938  0  0
b  0  10.938  0
c  0  0  31.5432

Atoms and the computed forces on them: element, x, y, z (angstrom), force x, y, z (eV/angstrom)
Si  10.4328  0.5787  24.3384  -0.0043  0.002  0.0018
Si  6.0385  10.5083  24.1382  -0.0025  -0.0027  -0.0023
Si  2.1249  3.2514  24.0845  -0.0033  0.0046  0.0025
Si  8.6992  2.2614  24.3036  0.002  0.0011  0.0024
Si  0.4977  5.0607  24.1547  -0.0014  -0.0005  -0.0004
Si  5.0495  5.9011  24.1874  -0.0023  0.0032  0.0006
Si  3.3914  7.6567  24.1413  0.0019  0.0005  0.0001
Si  7.8244  8.8342  23.9926  -0.0023  0.0031  0.0028
Si  1.3408  1.4809  25.4563  -0.0022  -0.0007  -0.0002
Si  6.9128  1.3063  25.4876  -0.0007  0.001  0.0016
Si  4.026  4.1064  25.3203  -0.0001  -0.0003  -0.0011
Si  9.664  4.1026  25.4106  -0.0017  0.0012  0.002
Si  1.4947  6.8219  25.3539  -0.0005  0.0009  0.0012
Si  6.8925  6.951  25.2399  -0.0013  -0.0007  -0.0007
Si  4.2242  9.5361  25.329  -0.0005  0.0015  0.0001
Si  9.5267  9.6437  25.4329  0.0005  0.0004  -0.0019
Si  2.7804  0.0031  26.6416  0  -0.001  0.0054
Si  8.217  -0.0197  26.9301  -0.0012  0.004  -0.0211
Si  0.0109  2.7754  26.9067  -0.0024  0.0045  -0.0196
Si  5.4496  2.7377  26.663  0.0006  0.0016  0.0057
Si  2.755  5.4479  26.8232  -0.0024  0.0045  -0.0137
Si  8.2241  5.524  26.6273  0.0003  -0.0015  0.0057
Si  0.0413  8.2101  26.6474  -0.001  -0.0004  0.0064
Si  5.5435  8.2035  26.7835  -0.0035  0.0025  -0.011
Si  4.1173  1.3608  28.0706  0.0015  -0.0024  -0.0044
Si  9.5851  1.3786  28.2187  0.0021  0.0009  0.0282
Si  1.3907  4.1271  28.2152  0.0031  0.0041  0.0266
Si  6.8419  4.1297  28.0276  -0.0015  0.0032  -0.0081
Si  4.1461  6.8312  28.1312  0.007  -0.0004  0.012
Si  9.6029  6.8436  28.0538  -0.0003  0.0024  -0.0055
Si  1.4005  9.5781  28.048  0.0003  0.0016  -0.0074
Si  6.8397  9.5461  28.2168  -0.0066  -0.0052  0.0256
Si  0.035  -0.0233  29.4947  0.0005  -0.0006  0.0007
Si  5.4568  0.0086  29.5016  0.0001  0.0004  -0.0059
Si  2.7609  2.7102  29.4974  0.002  -0.0014  0.0015
Si  8.179  2.7648  29.4875  -0.0023  0.0026  -0.0025
Si  -0.0114  5.4901  29.5041  -0.0028  0.0039  -0.0039
Si  5.4937  5.4539  29.4823  0.0008  -0.0004  0.0016
Si  2.7462  8.2019  29.468  -0.0065  0.007  -0.0004
Si  8.2394  8.1705  29.4999  0.0006  0.0002  -0.0001
Si  1.3673  1.3673  30.8594  0.1653  -0.0617  0.0852
Si  6.8362  1.3673  30.8594  -0.1436  0.116  -0.0674
Si  4.1018  4.1018  30.8594  0.1335  -0.0891  -0.0106
Si  9.5708  4.1018  30.8594  -0.1476  0.133  -0.0389
Si  1.3673  6.8362  30.8594  0.0034  0.1975  -0.0919
Si  6.8362  6.8362  30.8594  0.118  -0.167  0.0388
Si  4.1018  9.5708  30.8594  -0.1329  0.0527  -0.0567
Si  9.5708  9.5708  30.8594  0.1584  -0.0931  0.036
Si  2.7345  0  0.6835  0.086  -0.1707  0.0607
Si  8.2035  0  0.6835  -0.1336  0.0528  -0.0842
Si  0  2.7345  0.6835  -0.0415  0.111  -0.0458
Si  5.469  2.7345  0.6835  0.1353  -0.14  0.0703
Si  2.7345  5.469  0.6835  -0.1496  -0.0242  -0.059
Si  8.2035  5.469  0.6835  0.0957  -0.1994  0.1144
Si  0  8.2035  0.6835  0.2067  -0.1087  0.0809
Si  5.469  8.2035  0.6835  -0.0315  0.095  -0.0525
Si  4.1257  1.3372  2.0504  -0.0006  -0.0037  0.0099
Si  9.5628  1.3672  2.0319  0.0023  -0.0143  -0.0001
Si  1.3487  4.1152  2.0634  -0.0065  0.0066  -0.0091
Si  6.8693  4.0571  2.0581  -0.001  -0.0039  -0.0007
Si  4.0998  6.8311  2.0327  0.0185  -0.0007  0.0001
Si  9.604  6.7995  2.0504  -0.0027  0.0015  0.0068
Si  1.3913  9.5456  2.057  -0.0002  -0.0021  -0.0001
Si  6.8488  9.5539  2.0591  -0.0083  0.0074  0.0044
Si  -0.0402  -0.0379  3.3531  -0.0317  -0.0006  -0.0189
Si  5.4834  -0.0312  3.4689  0.01  -0.006  0.0018
Si  2.7145  2.6967  3.357  -0.0266  0.0054  -0.0186
Si  8.2329  2.6892  3.48  -0.0045  -0.0143  0.02
Si  -0.0109  5.4556  3.5159  0.0118  -0.0128  0.0126
Si  5.477  5.45  3.3466  -0.0116  0.023  -0.0203
Si  2.747  8.1595  3.4583  0.0136  0.0079  0.0232
Si  8.2374  8.1633  3.3823  -0.0106  0.0106  -0.012
Si  1.2998  1.34  4.6826  0.0031  -0.0031  -0.0037
Si  6.9273  1.2544  4.8648  -0.0092  -0.0085  -0.0126
Si  4.0775  4.0887  4.6676  0.0054  0.0011  0.0129
Si  9.5724  4.0454  4.921  0.0079  0.0331  -0.0043
Si  1.3752  6.8371  4.9012  -0.0315  -0.0237  0.0169
Si  6.8676  6.7758  4.6976  0.0126  0.0008  0.0146
Si  4.1524  9.479  4.8394  0.0077  0.0074  -0.0183
Si  9.5903  9.5294  4.7532  0.0048  -0.0145  0.009
Si  2.6139  -0.1128  6.0095  -0.0497  0.0191  -0.0039
Si  8.2582  -0.1622  6.2703  -0.0044  0.0045  -0.0166
Si  0.0371  2.643  6.2328  0.0053  0.0048  0.0246
Si  5.5503  2.7708  6.0007  -0.0473  0.0432  0.0042
Si  2.7222  5.3579  6.1622  -0.0201  -0.0196  0.0145
Si  8.1431  5.4373  6.2057  -0.0184  0.0015  0.0192
Si  0.009  8.2632  6.2459  0.007  0.0251  0.0128
Si  5.581  8.1089  6.1613  -0.0082  -0.004  -0.0097
As  3.5233  1.8894  6.8923  -0.0283  0.0862  0.2019
Si  10.016  0.8439  7.4969  0.0084  -0.0226  0.0305
As  1.6982  3.6748  7.7155  -0.0918  0.018  0.2626
Si  6.2319  4.556  7.3766  0.0121  -0.0189  -0.0355
Si  4.5953  6.2905  7.2636  0.0153  -0.0144  0.0428
Si  9.173  7.1972  7.3878  0.0198  -0.0132  0.0206
Si  0.8766  10.1492  7.5132  0.0142  -0.0027  -0.0434
Si  7.407  8.8828  7.508  0.0059  -0.009  0.0303
O  4.521  6.5934  8.8889  -0.0182  0.0037  -0.0135
O  0.5656  4.2957  9.1817  0.2204  -0.0602  -0.2714
O  9.697  6.638  8.8577  -0.0207  0.0308  -0.0305
O  1.2653  10.1083  9.1322  0.008  0  0.0272
O  6.0977  4.2477  9.0013  0.0015  -0.0123  0.0313
O  3.6141  1.4155  8.6338  0.1024  -0.0749  0.0843
O  7.1276  8.9749  9.1525  -0.0053  0.0098  -0.0202
O  9.6149  1.0565  9.0971  0.0014  0.0118  -0.0204
O  8.2349  2.5419  22.7461  -0.0032  0.0032  0.0012
O  10.999  5.5571  22.633  -0.0016  0.0029  0.0039
O  5.6311  0.0863  22.6224  -0.0013  0.0025  0.0041
O  5.2934  5.4109  22.6242  0  0.0003  -0.001
O  2.1365  2.8071  22.4811  -0.0012  -0.0011  -0.0029
O  3.327  7.8665  22.4894  -0.0024  0.0022  0.0035
O  8.37  8.7581  22.4128  0.0002  0.0006  -0.0007
O  -0.1685  11.243  22.7517  0.0009  0.0006  -0.0027
Si  2.1069  3.1105  12.9131  -0.0094  0.0347  -0.02
Si  8.6427  1.3083  10.3823  -0.005  0.0093  0.0148
Si  1.0278  4.571  15.3774  0.0012  0.007  -0.0283
Si  7.4358  5.5991  12.2106  0.011  0.0178  -0.0289
Si  2.4069  8.2002  21.192  -0.0025  0.0009  -0.0067
Si  5.317  7.7802  12.4712  0.0062  -0.0001  -0.002
Si  9.1913  0.5035  15.5239  -0.0016  0.0025  -0.0047
Si  2.8746  0.003  16.6411  -0.0026  0.0036  -0.0114
Si  10.4093  1.2899  12.6548  0.0025  -0.0065  -0.0088
Si  7.7586  2.8446  21.2348  -0.0019  0.002  -0.0097
Si  9.0814  8.8458  14.4583  0.0103  -0.0061  -0.0051
Si  1.1891  4.9916  10.5105  0.0061  -0.0316  -0.093
Si  4.4627  9.519  19.1097  -0.003  0.0028  -0.0103
Si  11.0642  6.1185  21.1058  -0.0009  0.002  -0.009
Si  6.5549  10.4964  14.8309  -0.0036  0.0028  -0.0074
Si  5.3806  0.7466  21.1641  -0.0014  0.0034  -0.0095
Si  2.305  9.8159  10.3659  -0.0044  0.0014  -0.013
Si  0.4211  10.6477  21.3798  -0.002  0.002  -0.0068
Si  5.8516  5.2629  21.1155  -0.0026  0.001  -0.0062
Si  3.5611  7.092  10.0871  -0.0427  -0.0143  -0.0082
Si  9.0055  5.7258  14.803  -0.0028  -0.0004  -0.0131
Si  3.6518  4.1001  19.0969  -0.0007  0.0039  -0.011
Si  10.0049  3.6863  19.3143  -0.0038  0.0024  -0.0094
Si  4.19  8.7006  15.3499  -0.0021  0.0014  -0.0109
Si  0.4074  1.9554  17.1511  -0.0007  0.0052  -0.0121
Si  6.7736  7.5587  19.235  -0.0016  0.0024  -0.009
Si  5.1984  3.6684  16.7104  -0.0048  0.004  -0.0113
Si  7.7544  5.0424  17.5073  -0.001  0.0017  -0.0127
Si  6.6477  9.9133  10.4026  -0.0011  -0.0054  0.0065
Si  4.3296  1.0323  10.0239  -0.0828  0.0565  -0.1461
Si  -0.1042  9.2226  11.9126  -0.0069  -0.0211  -0.0388
Si  9.0878  8.6499  20.9372  -0.0011  0.0028  -0.0066
Si  4.4949  1.7211  14.539  -0.0037  0.0049  -0.0074
Si  2.4366  2.0967  21.0448  -0.0012  0.0023  -0.0065
Si  6.282  3.3376  10.3399  -0.0173  -0.0092  -0.0172
Si  3.3752  5.9636  16.7652  -0.0065  -0.004  -0.0115
Si  9.7271  6.76  10.4763  0.0254  -0.0198  0.0008
O  0.1105  2.6635  18.5874  -0.0022  0.0033  0.0052
O  2.8622  9.6677  15.5779  -0.0029  0.0026  0.0038
O  10.8345  4.8367  20.1269  -0.0008  0.0019  0.0055
O  7.5043  2.3598  9.922  -0.0184  0.0039  0.0079
O  10.8384  5.7777  11.196  0.0091  0.0329  -0.0304
O  6.4402  6.6868  12.9215  -0.0008  -0.0034  -0.0145
O  10.049  8.3423  10.7871  0.0271  0.0157  0.0388
O  7.6168  9.5136  13.9888  -0.0029  0.0048  0.0044
O  8.2431  6.3532  11.0115  -0.0276  -0.0232  0.0419
O  5.3409  10.5165  20.0449  -0.0025  0.0024  0.0052
O  2.0073  3.9112  11.4757  -0.0172  -0.0051  0.0274
O  7.9566  8.5638  19.7592  -0.0024  0.0016  0.0029
O  6.1834  6.7399  20.5236  -0.0017  0.0018  0.0026
O  5.4501  2.7673  15.3756  -0.0032  0.0036  0.0041
O  1.2968  0.9395  20.6943  -0.0012  0.0024  0.0047
O  6.016  9.0163  11.6247  -0.0037  -0.0059  0.0064
O  4.5231  5.0221  16.0914  -0.0065  0.0059  0.0094
O  6.5405  3.9602  17.5946  0.0017  0.0047  0.0047
O  10.5801  10.8193  11.8586  0.0015  0.0044  0.0071
O  5.5288  0.5481  13.9637  -0.0014  0.0015  0.0017
O  8.0132  5.1275  15.9193  0.0012  0.0031  0.0026
O  9.6534  9.8632  15.6115  -0.0072  -0.0047  -0.004
O  -0.4247  5.2046  15.0631  0.0154  -0.0045  0.004
O  1.5599  6.8549  20.7861  -0.0026  0.0024  0.005
O  1.4643  0.6827  17.1651  -0.0026  0.0026  0.0036
O  6.5842  1.7916  20.8059  -0.0018  0.0021  0.005
O  0.918  1.9798  12.927  -0.0121  0.0026  0.0006
O  3.2591  5.537  18.3644  -0.0024  0.0021  -0.0015
O  9.446  2.0793  11.5964  -0.0112  -0.0142  -0.0041
O  0.9318  3.1417  16.1617  -0.0045  0.0091  0.0008
O  8.5061  5.1601  13.3593  -0.0023  0.0064  0.0099
O  10.2605  8.6986  13.3373  -0.0154  0.0059  0.013
O  1.4355  9.4121  21.6775  -0.0026  0.0025  0.0025
O  10.0658  9.9523  20.6067  -0.0015  0.0011  0.0041
O  3.1353  0.2234  10.8522  0.024  0.0089  -0.0331
O  4.9629  2.4034  10.6991  0.0246  -0.0174  -0.0286
O  1.8304  4.2802  14.0028  -0.006  -0.0177  0.0037
O  7.9079  10.8528  10.8917  -0.0026  0.0146  -0.0011
O  9.0853  4.4716  18.2278  -0.0064  0.0027  0.0054
O  5.5729  9.5337  15.74  -0.0032  0.0016  0.0029
O  5.5291  -0.0308  9.7754  -0.0548  0.052  0.0213
O  3.5437  2.3755  13.3479  -0.0166  0.009  0.0045
O  1.8772  5.7085  16.1742  0.0012  -0.008  0.0036
O  9.6291  1.1169  14.0709  0.0039  0  -0.0058
O  4.2893  6.9493  11.5253  -0.0023  -0.0001  0.0003
O  4.7643  4.4673  20.2184  -0.004  0.0016  0.0009
O  9.8937  1.3725  16.6825  -0.0022  0.0025  0.0046
O  6.6223  4.3039  11.6179  0.0041  0.0168  0.0051
O  5.5665  8.4358  18.5635  -0.0019  0.0024  0.004
O  9.0675  2.747  20.269  0.0016  0.0032  0.0024
O  3.5473  1.172  15.7411  -0.0036  0.0017  0.0059
O  4.1787  3.104  17.8856  -0.0021  0.0047  0.0046
O  9.9058  7.2398  20.8957  -0.0019  0.0018  0.0038
O  3.3211  8.6813  9.7932  -0.0034  -0.0265  0.0044
O  3.8819  7.4667  16.3822  -0.0045  0.0001  0.0053
O  7.5547  0.5269  15.7108  -0.0041  0.0023  0.0034
O  8.874  7.3397  14.9905  -0.0004  0.014  -0.0047
O  3.9212  1.4511  21.1584  -0.001  0.0014  0.0049
O  1.5134  9.1299  11.6395  -0.0261  0.0064  0.0052
O  2.2205  6.1934  10.0872  0.012  0.0112  0.0035
O  7.3373  6.4941  18.1305  -0.0022  0.0023  0.004
O  7.2245  4.3837  21.1263  -0.001  0.0022  0.0047
O  4.4487  8.2689  13.7822  0.0006  0.0019  0.0024
O  3.3145  8.6954  19.9382  -0.0003  0.0028  0.0035
O  2.4846  3.2579  19.8801  -0.0004  0.0027  0.0038
O  3.7174  10.4068  17.9489  -0.0015  0.001  0.0055

Results
free energy: -139623.749 eV
free energy less fixed offsets of As -4856.12, O -568.88, Si -635.61 eV per atom: 1.561 eV

The program warned: the cutoff lies below the one the program advises for these potential files; the exchange-correlation potential is rough where the density is thin.
